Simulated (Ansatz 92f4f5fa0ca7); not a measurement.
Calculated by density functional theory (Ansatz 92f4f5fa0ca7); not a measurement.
Periodic cell of 147 atoms, Si81O66, from a study of silicon, its oxide and their interface. The atomic structure is a simulated model.

Settings
functional: r2SCAN
potential files: Ansatz norm-conserving
basis: plane waves
wave-function cutoff: 1300 eV
density cutoff ratio: 4
exchange-correlation grid ratio: 1
k mesh: 2 x 2 x 1, shifted by 0.5 0.5 0.5 of a step
self-consistency stop: 5e-10 eV per atom in the density residual
occupations: Fermi-Dirac, 0.05 eV
spin: none
net charge: 0

Cell vectors (angstrom)
a, 10.7437, -0.0242, 0.0033
b, -0.0242, 10.8006, 0.08
c, 0.0064, 0.1575, 21.3766

Atoms: element, x, y, z (angstrom)
Si, 4.4941, 9.1643, 17.2394
Si, 10.4668, 5.3458, 15.3164
Si, 0.9148, 1.3484, 18.1402
Si, 7.1992, 0.7451, 6.6942
Si, 3.3952, 4.903, 20.783
Si, 8.833, 10.1845, 12.6123
Si, 0.5083, 7.5506, 8.9792
Si, 9.0348, 3.7575, 1.6706
Si, 10.7013, 9.0745, 17.7859
Si, 9.9528, 10.169, 1.4206
Si, 2.5643, 5.5966, 15.8765
Si, 1.9535, 7.7314, 18.2931
Si, 2.0081, 7.5427, 1.2916
Si, 5.1262, 5.1233, 19.1118
Si, 6.1193, 6.5254, 12.6384
Si, 2.0692, 0.5441, 11.6524
Si, 2.6302, 10.8081, 2.9376
Si, 0.0432, 2.7367, 2.781
Si, 2.7858, 5.7946, 2.8063
Si, 0.0992, 8.2704, 2.5451
Si, 8.1625, 0.1772, 2.6525
Si, 5.3605, 3.0286, 2.8417
Si, 7.9525, 5.381, 3.0241
Si, 5.3256, 8.1776, 2.661
Si, 4.0933, 1.516, 4.0607
Si, 1.377, 4.2013, 4.0774
Si, 4.1077, 6.9944, 4.3197
Si, 1.2234, 9.4129, 4.24
Si, 9.4656, 1.4589, 4.193
Si, 6.5966, 4.0997, 4.4983
Si, 9.5362, 6.8216, 4.0854
Si, 6.7507, 9.4921, 3.929
Si, 0.0687, 0.1017, 5.5224
Si, 2.6039, 2.6931, 5.4499
Si, 0.0476, 5.4117, 5.6118
Si, 2.5835, 8.1512, 5.6338
Si, 5.4217, 10.8131, 5.3936
Si, 8.0653, 2.6506, 5.6246
Si, 5.2818, 5.5558, 5.8106
Si, 8.2333, 8.3263, 5.3456
Si, 3.5729, 4.9518, 7.3151
Si, 1.6064, 6.531, 7.0889
Si, 9.7782, 5.3217, 20.4308
Si, 6.8218, 7.6611, 9.8811
Si, 7.8062, 1.7231, 13.9577
Si, 8.6011, 9.4524, 20.0235
Si, 6.266, 10.8302, 18.7536
Si, 6.8214, 1.7738, 1.5569
Si, 4.5582, 3.3333, 9.6516
Si, 1.7019, 9.6487, 14.1323
Si, 1.8375, 6.7573, 20.4553
Si, 2.3122, 3.4342, 11.5515
Si, 4.4883, 4.8073, 1.5321
Si, 2.3121, 1.854, 20.9353
Si, 5.867, 10.474, 13.0714
Si, 9.6448, 3.7104, 17.8281
Si, 1.8824, 1.6498, 8.9178
Si, 7.1031, 2.4406, 16.7755
Si, 4.1766, 7.778, 14.5845
Si, 6.3062, 0.8649, 8.8391
Si, 2.9781, 0.8457, 16.018
Si, 9.5176, 9.2141, 8.9233
Si, 4.5117, 3.4044, 15.3607
Si, 10.0618, 3.1405, 9.0555
Si, 4.8136, 9.9799, 9.4188
Si, 3.7224, 9.3554, 1.3831
Si, 9.0152, 0.2696, 10.225
Si, 1.0367, 1.0484, 1.4783
Si, 4.3474, 4.2505, 12.3061
Si, 8.4474, 4.5722, 13.09
Si, 6.9215, 6.2408, 7.2767
Si, 10.3989, 4.8427, 10.6108
Si, 6.3349, 6.3355, 1.5834
Si, 10.493, 8.5212, 14.7563
Si, 9.2652, 4.0589, 7.0216
Si, 4.2738, 10.8686, 11.4369
Si, 9.018, 9.9983, 6.765
Si, 7.0608, 6.8454, 20.7437
Si, 4.4244, 0.5791, 21.1496
Si, 3.5868, 9.9487, 6.6541
Si, 1.9742, 0.8189, 6.6704
O, 1.4727, 0.5724, 10.1036
O, 5.2355, 3.5016, 11.1302
O, 1.1043, 4.4846, 11.355
O, 0.8953, 2.9109, 8.6618
O, 1.8741, 2.0589, 12.2957
O, 9.6252, 1.7452, 9.8203
O, 10.6246, 6.3003, 9.9205
O, 5.9313, 3.347, 16.1322
O, 3.7859, 1.9812, 15.2239
O, 8.0728, 3.3182, 17.7229
O, 3.7535, 9.5545, 8.2763
O, 9.4968, 8.7564, 18.8604
O, 2.1334, 6.5118, 17.1488
O, 6.4144, 6.5617, 8.786
O, 9.9032, 4.5419, 0.5293
O, 5.6092, 8.7109, 10.0075
O, 9.9644, 4.1576, 19.3327
O, 3.0194, 2.6996, 10.0312
O, 10.4402, 6.8976, 14.8922
O, 8.1439, 5.1962, 7.4964
O, 3.2878, 6.4313, 14.6828
O, 9.9374, 4.9532, 16.8127
O, 10.0939, 9.0044, 16.2688
O, 5.5122, 7.65, 13.6565
O, 7.9423, 2.7859, 0.8228
O, 10.5854, 2.408, 17.5708
O, 5.7305, 1.1781, 0.4587
O, 9.5361, 4.5464, 14.2814
O, 2.5637, 3.4567, 20.7795
O, 5.5091, 2.3329, 8.8373
O, 7.7135, 10.7044, 19.4731
O, 8.0295, 1.9162, 15.5509
O, 7.8526, 3.0671, 13.0671
O, 7.4813, 8.3975, 20.5782
O, 4.744, 8.0876, 16.0685
O, 0.3192, 10.6724, 18.0034
O, 3.6151, 4.4179, 16.2633
O, 4.7395, 5.8165, 12.1205
O, 4.203, 4.6806, 8.8411
O, 7.4041, 7.6381, 6.6059
O, 7.382, 0.585, 10.0505
O, 1.8888, 0.1435, 15.0493
O, 6.9552, 7.0556, 11.3816
O, 0.2061, 6.4282, 20.2901
O, 1.2643, 4.8706, 15.2329
O, 3.3165, 8.6746, 18.2399
O, 8.2957, 5.9347, 20.2264
O, 9.1977, 4.9546, 11.7097
O, 5.7614, 6.4753, 19.8129
O, 4.0454, 10.5662, 16.567
O, 3.2118, 3.4127, 6.8432
O, 5.0197, 0.2302, 19.658
O, 4.7473, 3.8603, 13.827
O, 8.231, 8.3426, 9.512
O, 6.4059, 1.2735, 17.6383
O, 9.5483, 9.9561, 21.2228
O, 1.317, 10.2155, 12.6321
O, 6.3254, 1.0704, 13.7291
O, 9.5233, 8.9791, 13.5055
O, 5.9187, 9.4455, 17.9546
O, 3.1678, 8.9183, 14.0207
O, 7.2269, 9.7556, 12.5422
O, 1.2882, 1.4809, 19.7027
O, 8.9866, 0.7136, 13.4883
O, 2.2737, 1.5421, 17.2871
O, 7.1953, 5.5707, 13.4144

Results
free energy: -40150.473 eV
free energy less fixed offsets of O -463.61, Si -117.95 eV per atom: 1.737 eV
pressure: -0.87 GPa
stress xx, yy, zz, yz, xz, xy (GPa, positive in tension): 1.22, -0.17, 1.55, -1.31, 0.39, -0.92

Forces (eV/angstrom), in the order of the atoms: element, x, y, z
Si, 0.2162, 0.5149, -0.2019
Si, -0.3663, -0.5381, 0.2804
Si, -0.1223, 0.4333, -0.1306
Si, 0.3441, 0.2534, 0.0476
Si, 0.0486, -0.6658, -0.1935
Si, -0.4511, 0.1893, 0.4677
Si, 0.98, 0.2699, 0.3136
Si, 0.0674, -0.0378, -0.6471
Si, -0.3653, 0.6037, 0.3965
Si, -0.1322, -0.3514, -0.4102
Si, 0.3654, -0.5136, -0.1182
Si, 0.4977, 0.0597, -0.4105
Si, 0.1513, 0.2086, 0.1279
Si, -0.0157, -0.3985, -0.1879
Si, 0.0912, 0.2108, 0.0541
Si, 1.3378, -0.4764, -0.1514
Si, 0.0672, -0.0064, 0.0488
Si, -0.0016, -0.0625, -0.0077
Si, 0.072, -0.2714, 0.2109
Si, -0.2076, 0.106, 0.0252
Si, 0.0593, -0.0059, 0.2053
Si, 0.0582, -0.1484, -0.1071
Si, -0.1232, -0.0922, 0.1299
Si, 0.1952, 0.0072, -0.0195
Si, -0.0796, -0.0548, -0.1178
Si, -0.1577, 0.0243, -0.2662
Si, 0.1503, 0.0851, 0.0359
Si, 0.2575, 0.1519, -0.0572
Si, 0.1625, 0.0599, -0.0326
Si, -0.0327, 0.0499, -0.0685
Si, 0.1373, -0.1348, -0.0978
Si, 0.0161, -0.0876, -0.0165
Si, -0.3264, -0.1095, 0.1577
Si, 0.4494, -0.0885, 0.2807
Si, 0.281, -0.0149, 0.0623
Si, -0.152, -0.3489, 0.0845
Si, -0.0004, -0.0117, -0.0192
Si, -0.0842, -0.3267, -0.0231
Si, -0.1847, -0.0215, -0.2189
Si, -0.2705, 0.3902, 0.3076
Si, -0.1883, -0.0808, -0.0308
Si, -0.1506, 0.2009, -0.1089
Si, -0.2627, -0.4456, -0.0162
Si, 0.1162, 0.4855, 0.7822
Si, 0.0092, -0.1277, 0.3023
Si, -0.4682, -0.1612, 0.1847
Si, 0.2216, 0.1766, -0.3309
Si, -0.1483, 0.276, -0.5087
Si, 0.9229, -0.316, 0.1742
Si, 0.4766, 0.2737, -0.2578
Si, -0.6519, -0.2011, 0.6227
Si, -0.2624, -0.0518, 0.2771
Si, -0.0086, 0.0426, 0.0747
Si, -0.543, 0.2008, 0.0039
Si, -0.7808, 0.5441, -1.106
Si, -0.1424, -0.2656, -0.0551
Si, 0.1249, -0.1264, 0.0622
Si, -0.037, 0.252, 0.1226
Si, 0.3665, 0.174, -0.2857
Si, -0.0534, 0.0699, -0.4662
Si, 0.266, 0.2444, 0.0574
Si, -0.3282, -0.7301, -0.6389
Si, 0.4846, -0.1466, 0.4143
Si, 0.1189, -0.0567, 0.4471
Si, -0.4462, -0.0701, 0.902
Si, -0.1374, 0.0882, 0.2552
Si, -0.3265, -0.0963, -0.0261
Si, 0.0304, -0.0282, 0.0976
Si, 0.7281, 0.3026, 0.3822
Si, -0.1987, -0.0618, 0.2199
Si, 0.1503, 0.279, -0.0211
Si, -0.1504, 0.8744, 0.1152
Si, -0.132, 0.0607, -0.0177
Si, -0.3276, -0.3616, -0.0688
Si, -0.5312, 0.642, -0.6431
Si, -0.0663, 0.5318, 0.5564
Si, -0.0467, 0.0022, -0.0839
Si, -0.2523, 0.1206, 0.2206
Si, 0.5427, -0.1721, -0.0465
Si, 0.0295, -0.2099, 0.4954
Si, -0.1907, 0.1251, 0.1066
O, -0.1007, 0.7488, -0.0589
O, -0.4635, 0.4033, -0.2687
O, 0.0355, -0.5424, -0.2495
O, 0.067, -0.3812, 0.1561
O, -0.6426, 0.1697, -0.3551
O, 0.0416, 0.2909, -0.0982
O, -0.4734, -0.8222, 0.2491
O, -0.233, -0.1388, -0.3525
O, -0.1788, -0.057, 0.0359
O, 0.2411, -0.0371, -0.1036
O, 0.0931, 0.0353, -0.7213
O, 0.2252, 0.1388, -0.2473
O, 0.0669, 0.3586, 0.1808
O, 0.0162, -0.1921, -0.1162
O, -0.1543, 0.1969, -0.1549
O, 0.6658, -0.6545, -0.5622
O, 0.0677, 0.317, 0.1566
O, -0.6724, 0.06, -0.37
O, -0.0026, 0.2902, -0.0137
O, 0.085, -0.0933, -0.0313
O, -0.1324, 0.0628, 0.1995
O, 0.2276, 0.139, -0.2558
O, -0.0044, -0.0856, -0.1755
O, -0.203, -0.3616, 0.112
O, 0.0854, 0.1067, 0.8161
O, 0.1091, 0.0379, 0.257
O, -0.1929, -0.2663, -0.0271
O, 0.0219, 0.198, -0.0657
O, 0.0513, 0.0463, 0.0407
O, -0.146, -0.0262, 0.1398
O, -0.0047, -0.2336, -0.032
O, -0.1771, 0.0397, -0.1716
O, 0.1085, 0.0572, 0.0033
O, 0.3728, 0.2408, -0.2075
O, -0.2853, 0.0171, -0.0219
O, -0.0317, -0.6412, -0.0555
O, -0.3373, 0.3266, -0.3174
O, 0.0931, -0.4948, 0.1322
O, -0.1133, -0.0614, -0.046
O, 0.0721, -0.4767, -0.0386
O, 0.7019, 0.0775, -0.0239
O, 0.0115, -0.3797, -0.1578
O, -0.1172, -0.0244, -0.3555
O, 0.2256, -0.0161, -0.1583
O, 0.0108, 0.2623, 0.0571
O, -0.2696, -0.3468, -0.2055
O, 0.2163, 0.068, 0.0241
O, 0.1459, -0.0708, 0.0641
O, 0.409, 0.432, 0.2199
O, -0.1369, -0.3528, 0.117
O, -0.1491, 0.4394, -0.225
O, -0.0457, 0.0841, 0.1453
O, -0.246, 0.1728, -0.4017
O, -0.2892, -0.053, 0.1949
O, 0.0084, -0.2782, 0.1601
O, 0.1449, 0.1121, 0.2781
O, -0.388, 0.2469, 0.3946
O, 0.5139, -0.084, 0.3302
O, 0.086, -0.0126, 0.1692
O, -0.1817, 0.1347, 0.1336
O, -0.3792, -0.0641, 0.3911
O, 0.746, 0.0489, 0.2169
O, 0.3178, 0.0209, -0.0311
O, -0.2636, 0.0071, -0.1903
O, -0.0086, -0.199, -0.1483
O, 0.0505, -0.0422, -0.2633
